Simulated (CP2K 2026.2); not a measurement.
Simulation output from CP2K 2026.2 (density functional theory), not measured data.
Periodic cell of 654 atoms, Si398O256, from a study of silicon, its oxide and their interface. The atomic structure is a simulated model.
Doubt: the forces sum to 2.13 eV/angstrom along one axis rather than to zero, so they err by at least 0.0033 eV/angstrom per atom on average; the grid cutoff is modest.

Settings
functional: PBE
method: Gaussian and plane waves
basis set: DZVP-MOLOPT-SR-GTH
pseudopotentials: GTH-PBE
grid cutoff: 350 Ry, relative cutoff 50 Ry
k points: Gamma only
occupations: fixed
spin: none
net charge: 0

Cell vectors (angstrom)
a 16.4025 0 0
b 0 16.4025 0
c 0 0 42.3018

Atoms: element, x, y, z (angstrom)
Si 16.161 0.564 42.299
Si 2.402 3.12 0.018
Si 0.15 5.37 42.092
Si 2.533 8.343 0.33
Si 0.246 10.366 0.011
Si 2.828 13.174 42.237
Si 5.522 16.054 42.124
Si 8.216 3.061 41.751
Si 4.995 6.578 41.897
Si 8.533 8.074 0.229
Si 5.1 11 42.239
Si 7.948 13.961 0.15
Si 11.214 16.135 0.156
Si 13.676 2.48 42.231
Si 10.66 5.813 0.183
Si 13.535 8.439 0.208
Si 11.326 10.752 0.049
Si 13.625 14.019 0.208
Si 1.285 1.591 1.458
Si 4.155 4.386 1.014
Si 1.195 6.826 1.424
Si 4.026 9.644 1.546
Si 1.293 12.124 1.341
Si 3.956 14.951 1.218
Si 6.695 1.57 0.888
Si 9.456 4.104 1.24
Si 6.746 6.946 1.349
Si 9.669 9.716 1.424
Si 6.755 12.24 1.233
Si 9.518 15.103 1.448
Si 12.29 1.366 1.45
Si 14.942 4.15 1.181
Si 12.321 6.862 1.459
Si 15.1 9.498 1.571
Si 12.449 12.327 1.392
Si 15.193 15.215 1.398
Si 16.296 2.883 2.767
Si 2.659 0.024 2.599
Si 16.336 8.105 2.911
Si 2.736 5.506 2.636
Si 0.052 13.68 2.672
Si 2.631 10.94 2.866
Si 5.396 2.854 2.444
Si 8.076 0.193 2.536
Si 5.464 8.27 2.791
Si 8.083 5.439 2.649
Si 5.38 13.643 2.641
Si 8.17 10.997 2.694
Si 10.845 2.773 2.654
Si 13.721 0.059 2.791
Si 10.963 8.274 2.795
Si 13.657 5.431 2.711
Si 10.938 13.662 2.721
Si 13.756 10.986 2.813
Si 1.375 4.169 4.083
Si 4.082 1.423 3.895
Si 1.322 9.516 4.202
Si 4.062 6.866 4.082
Si 1.382 15.056 4.048
Si 4.062 12.33 4.134
Si 6.734 4.069 4.004
Si 9.488 1.405 4.016
Si 6.857 9.624 4.109
Si 9.511 6.841 4.044
Si 6.779 15.108 3.942
Si 9.531 12.342 4.086
Si 12.242 4.098 4.047
Si 15.018 1.452 4.161
Si 12.335 9.625 4.169
Si 14.952 6.751 4.193
Si 12.301 15.05 4.094
Si 15.087 12.387 4.13
Si 16.397 0.008 10.926
Si 2.73 2.726 10.923
Si 16.389 5.437 10.914
Si 2.728 8.174 10.913
Si 16.39 10.925 10.914
Si 2.737 13.685 10.92
Si 5.473 0.014 10.915
Si 8.185 2.715 10.916
Si 5.454 5.432 10.92
Si 8.179 8.17 10.914
Si 5.458 10.935 10.905
Si 8.191 13.683 10.895
Si 10.909 0.002 10.903
Si 13.646 2.712 10.919
Si 10.91 5.421 10.922
Si 13.648 8.162 10.912
Si 10.914 10.923 10.898
Si 13.654 13.674 10.906
Si 1.366 1.373 12.297
Si 4.099 4.068 12.305
Si 1.374 6.785 12.278
Si 4.099 9.544 12.268
Si 1.357 12.306 12.265
Si 4.115 15.053 12.282
Si 6.837 1.359 12.304
Si 9.563 4.041 12.304
Si 6.828 6.781 12.287
Si 9.566 9.529 12.26
Si 6.832 12.312 12.256
Si 9.549 15.042 12.277
Si 12.274 1.347 12.29
Si 15.03 4.064 12.285
Si 12.304 6.767 12.278
Si 15.032 9.522 12.26
Si 12.292 12.285 12.253
Si 15.024 15.034 12.281
Si 0.002 2.732 13.679
Si 2.754 0.019 13.651
Si 16.391 8.135 13.626
Si 2.722 5.418 13.676
Si 16.395 13.665 13.643
Si 2.729 10.931 13.609
Si 5.47 2.708 13.681
Si 8.212 0.006 13.683
Si 5.442 8.142 13.633
Si 8.185 5.392 13.659
Si 5.507 13.704 13.639
Si 8.185 10.908 13.588
Si 10.912 2.672 13.707
Si 13.653 16.395 13.65
Si 10.933 8.136 13.615
Si 13.649 5.385 13.669
Si 10.927 13.657 13.609
Si 13.653 10.889 13.601
Si 1.371 4.07 15.089
Si 4.129 1.343 15.063
Si 1.363 9.529 14.946
Si 4.106 6.761 15.039
Si 1.37 15.062 14.985
Si 4.109 12.328 14.94
Si 6.846 4.03 15.073
Si 9.562 1.316 15.13
Si 6.826 9.528 14.944
Si 9.584 6.75 14.976
Si 6.863 15.056 15.066
Si 9.57 12.257 14.935
Si 12.304 4.008 15.077
Si 15.016 1.366 15.016
Si 12.32 9.489 14.964
Si 15.061 6.727 15.006
Si 12.276 15.016 14.994
Si 15.012 12.253 14.965
Si 16.388 0.01 16.35
Si 2.766 2.688 16.452
Si 16.378 5.398 16.491
Si 2.681 8.141 16.329
Si 0.006 10.9 16.3
Si 2.825 13.767 16.304
Si 5.508 0.029 16.49
Si 8.154 2.663 16.529
Si 5.496 5.404 16.441
Si 8.199 8.133 16.268
Si 5.442 10.913 16.258
Si 8.305 13.659 16.34
Si 10.973 16.326 16.486
Si 13.671 2.643 16.487
Si 10.9 5.378 16.399
Si 13.697 8.106 16.323
Si 10.888 10.823 16.267
Si 13.601 13.588 16.307
Si 1.356 1.319 17.804
Si 4.182 3.994 17.874
Si 1.373 6.814 17.799
Si 4.027 9.574 17.611
Si 1.383 12.41 17.514
Si 4.137 15.064 17.826
Si 6.872 1.271 18.013
Si 9.514 4.078 17.858
Si 6.873 6.86 17.724
Si 9.56 9.438 17.638
Si 6.859 12.28 17.562
Si 9.713 14.847 17.877
Si 12.321 1.272 17.912
Si 15.031 3.974 17.897
Si 12.334 6.724 17.712
Si 15.12 9.443 17.698
Si 12.223 12.162 17.629
Si 14.955 15.015 17.602
Si 0.01 2.625 19.292
Si 2.689 16.361 19.233
Si 0.075 8.163 19.273
Si 2.754 5.433 19.101
Si 16.376 13.707 18.841
Si 2.708 11.093 18.846
Si 5.514 2.669 19.499
Si 8.371 16.185 19.266
Si 5.408 8.237 18.942
Si 8.226 5.609 19.23
Si 5.634 13.658 19.007
Si 8.118 10.803 18.843
Si 10.904 2.712 19.206
Si 13.645 16.116 19.204
Si 10.974 8.125 19.018
Si 13.63 5.365 19.206
Si 10.995 13.258 19.311
Si 13.651 10.838 18.872
Si 1.671 3.891 20.526
Si 3.722 1.496 20.754
Si 1.009 10.2 20.216
Si 4.255 6.782 20.342
Si 1.04 15.073 20.442
Si 4.408 12.118 20.205
Si 6.574 4.626 20.598
Si 9.741 1.207 20.61
Si 6.508 9.819 20.291
Si 9.882 6.791 20.627
Si 7.351 14.395 20.512
Si 9.265 11.837 20.555
Si 11.934 4.34 20.594
Si 15.257 0.856 20.49
Si 12.623 9.24 20.261
Si 14.822 6.893 20.568
Si 12.772 14.266 20.614
Si 15.046 12.251 20.034
Si 3.812 16.275 23.618
Si 14.977 5.256 23.265
Si 7.911 4.339 26.272
Si 1.4 5.546 23.253
Si 6.286 15.669 25.379
Si 8.541 2.005 23.154
Si 4.416 5.607 27.665
Si 8.67 9.247 22.334
Si 6.793 4.236 23.578
Si 13.851 2.735 22.516
Si 13.367 3.656 25.191
Si 0.579 8.667 34.69
Si 2.107 10.503 23.006
Si 11.478 8.449 25.8
Si 2.743 14.837 28.223
Si 6.059 3.995 31.737
Si 0.221 10.779 26.764
Si 3.254 7.837 23.176
Si 2.788 13.487 22.536
Si 11.113 16.136 25.826
Si 4.058 5.349 24.574
Si 2.587 10.181 29.979
Si 8.578 8.919 25.554
Si 9.128 10.828 27.99
Si 10.783 13.386 26.899
Si 10.384 2.732 25.527
Si 6.054 1.808 26.949
Si 14.702 12.502 25.673
Si 11.999 11.319 25.413
Si 10.936 15.495 22.711
Si 0.565 4.733 29.668
Si 5.111 9.25 33.348
Si 14.016 5.644 32.637
Si 0.983 16.386 30.241
Si 5.144 13.596 27.421
Si 4.846 2.834 29.304
Si 14.5 15.781 29.399
Si 7.137 7.071 27.424
Si 12.649 0.111 33.494
Si 12.749 9.544 23.319
Si 14.365 11.764 31.312
Si 13.398 14.687 26.937
Si 4.922 11.598 31.586
Si 3.027 1 26.274
Si 16.047 12.228 37.859
Si 15.596 10.362 24.117
Si 2.735 12.027 27.368
Si 14.27 4.222 28.052
Si 9.073 3.292 31.111
Si 14.161 7.892 30.686
Si 9.367 14.201 31.038
Si 11.542 12.308 32.054
Si 14.094 2.632 32.792
Si 2.479 6.983 29.534
Si 15.678 9.181 37.218
Si 16.126 10.043 29.734
Si 13.577 14.46 31.822
Si 3.306 1.498 35.307
Si 6.051 13.324 35.123
Si 2.875 4.326 36.553
Si 2.243 5.987 34.18
Si 2.003 2.32 28.59
Si 4.562 11.349 36.739
Si 8.906 8.349 29.642
Si 5.535 3.71 37.527
Si 10.619 5.641 30.003
Si 8.1 15.263 23.215
Si 13.236 1.951 29.832
Si 9.034 7.981 32.591
Si 14.749 9.549 40.092
Si 14.349 9.592 33.233
Si 10.662 0.614 30.996
Si 6.959 3.451 34.643
Si 12.422 4.376 40.27
Si 0.564 0.847 35.881
Si 8.123 0.827 35.617
Si 11.422 6.533 32.904
Si 9.173 5.096 33.492
Si 11.862 10.853 39.375
Si 5.527 0.763 37.166
Si 0.058 4.337 32.832
Si 11.612 4.848 37.163
Si 13.551 7.073 37.239
Si 7.144 12.59 29.465
Si 8.667 14.442 34.086
Si 3.93 15.74 39.277
Si 11.544 14.082 35.31
Si 0.317 3.103 37.832
Si 2.677 10.837 34.677
Si 1.763 13.689 39.386
Si 8.602 14.314 39.612
Si 11.062 9.044 37.239
Si 6.46 12.974 37.922
Si 9.052 6.72 37.067
Si 3.533 13.608 33.516
Si 1.866 16.395 33.294
Si 11.374 13.579 38.309
Si 15.133 5.383 39.392
Si 1.675 1.256 40.024
Si 6.791 10.002 37.624
Si 6.528 8.795 40.416
Si 7.495 8.413 35.165
Si 8.045 4.578 38.959
Si 9.722 0.771 39.993
Si 12.731 6.787 28.231
Si 10.008 2.452 37.437
Si 16 14.943 37.707
Si 4.393 6.564 32.011
Si 11.955 11.026 34.74
Si 14.053 13.883 39.498
O 0.754 0.287 40.993
O 0.817 14.875 38.784
O 1.317 4.252 41.801
O 2.632 2.232 40.932
O 16.256 5.858 40.491
O 11.337 5.197 41.136
O 3.515 7.356 41.705
O 7.596 9.589 36.283
O 14.771 12.536 38.86
O 1.505 9.371 41.764
O 1.744 13.529 41.009
O 14.654 15.131 38.62
O 4.736 16.054 40.662
O 5.304 2.157 37.997
O 8.911 1.813 40.94
O 8.158 4.28 40.574
O 9.688 8.209 37.113
O 5.822 7.323 40.623
O 11.271 10.089 35.954
O 13.909 4.994 40.38
O 8.516 8.741 33.933
O 4.011 12.124 41.637
O 9.803 13.711 38.694
O 8.804 13.615 41.072
O 10.914 0.17 40.902
O 12.357 14.996 42.178
O 14.865 1.434 41.679
O 7.928 8.876 41.236
O 12.661 2.887 40.938
O 9.619 6.975 41.899
O 6.624 13.872 36.56
O 12.274 9.425 42.101
O 11.191 11.344 40.789
O 16.091 16.162 36.685
O 11.56 14.378 36.912
O 15.239 11.977 24.211
O 1.197 4.862 21.79
O 6.838 0.48 26.363
O 3.891 0.626 22.173
O 3.133 9.399 23.686
O 14.798 6.501 22.214
O 5.279 5.618 20.887
O 3.85 7.7 21.665
O 1.511 14.071 21.685
O 3.948 13.057 21.479
O 5.383 10.92 20.841
O 4.193 5.064 26.152
O 7.11 2.63 23.614
O 11.774 3.586 25.546
O 10.718 0.331 21.642
O 7.17 9.182 21.666
O 5.207 4.507 23.784
O 9.438 7.851 21.85
O 7.621 7.967 28.702
O 7 15.024 22.025
O 8.135 12.993 20.967
O 9.382 10.644 21.753
O 10.919 5.575 21.196
O 12.496 3.408 21.858
O 14.354 1.384 21.786
O 16.373 16.174 21.13
O 2.145 10.123 21.422
O 13.868 8.212 20.493
O 2.603 4.8 24.071
O 14.171 14.035 25.636
O 11.423 10.033 26.232
O 12.148 9.473 21.826
O 12.174 10.979 23.843
O 3.31 14.708 23.489
O 2.82 0.669 24.676
O 14.035 13.199 21.01
O 2.599 8.606 29.537
O 4.168 6.959 24.234
O 16.393 5.422 24.067
O 2.703 2.752 21.177
O 11.036 12.622 25.467
O 14.731 13.325 31.632
O 9.793 2.626 24.004
O 7.495 14.813 24.666
O 4.78 4.311 28.58
O 7.29 4.709 22.109
O 5.575 6.745 27.658
O 5.647 5.577 31.652
O 12.727 11.566 31.188
O 7.675 4.948 24.759
O 9.347 3.591 26.443
O 8.498 9.323 23.97
O 13.645 2.436 24.121
O 15.019 3.875 22.375
O 14.236 3.511 26.566
O 8.427 0.431 23.433
O 15.845 12.228 26.802
O 1.782 11.131 26.366
O 12.198 8.362 24.325
O 16.153 11.208 20.779
O 12.185 14.636 22.123
O 3.025 11.091 36.285
O 13.396 4.121 32.673
O 3.497 1.943 29.115
O 9.409 1.692 31.044
O 14.387 9.541 23.396
O 15.892 9.827 25.647
O 4.256 12.332 26.83
O 0.572 10.141 23.346
O 5.401 14.6 26.189
O 2.426 12.082 23.345
O 5.331 16.294 24.216
O 10.204 14.895 26.492
O 9.546 14.605 22.811
O 7.892 5.607 27.302
O 8.815 2.223 21.559
O 3.095 6.404 28.144
O 2.878 11.144 28.713
O 9.921 7.977 25.75
O 7.921 11.243 28.997
O 12.25 13.686 27.586
O 6.556 13.196 28.071
O 9.759 9.534 28.846
O 11.273 16.016 24.209
O 9.97 12.265 27.797
O 10.527 1.223 26.164
O 1.445 4.665 33.602
O 6.746 3.206 26.466
O 15.513 8.718 33.965
O 13.445 11.554 26.103
O 4.519 1.67 26.405
O 13.967 2.016 31.29
O 12.623 16.043 26.461
O 5.948 12.105 30.442
O 15.676 2.922 33.204
O 2.805 15.999 27.085
O 5.728 10.614 32.645
O 0.286 4.323 31.22
O 1.791 3.869 29.021
O 2.007 13.482 27.645
O 2.045 15.342 29.588
O 1.244 10.134 34.421
O 4.278 14.38 28.571
O 5.019 3.058 30.903
O 7.489 3.666 31.016
O 6.029 1.929 28.588
O 12.252 13.74 32.49
O 7.339 7.967 26.057
O 12.278 7.591 26.901
O 13.321 1.597 33.834
O 15.907 15.718 30.195
O 15.554 8.588 30.194
O 13.793 5.06 24.407
O 0.514 8.565 36.344
O 15.479 5.56 33.342
O 1.078 10.429 30.57
O 8.635 10.264 26.518
O 0.111 9.972 28.155
O 3.223 3.116 35.498
O 3.745 9.76 34.082
O 4.3 12.994 32.202
O 3.705 10.629 31.064
O 1.408 7.394 34.102
O 15.754 10.837 37.043
O 15.663 9.01 38.842
O 0.97 6.324 29.609
O 1.765 7.139 23.153
O 0.94 1.358 29.361
O 1.97 2.069 26.952
O 13.952 5.806 27.813
O 6.472 4.42 38.621
O 13.257 3.382 29.04
O 11.727 1.345 29.983
O 15.727 4.252 28.743
O 9.698 6.951 29.81
O 13.125 7.862 29.409
O 4.741 14.117 34.534
O 10.262 12.809 31.172
O 8.099 13.742 30.119
O 2.575 5.694 35.743
O 14.303 6.321 31.158
O 15.02 11.231 29.922
O 3.652 6.104 33.388
O 14.428 8.302 36.567
O 16.021 13.531 36.84
O 12.136 15.514 34.71
O 14.575 14.934 28.016
O 11.389 0.376 32.461
O 3.029 1.063 33.759
O 2.504 14.87 33.333
O 7.507 1.921 34.588
O 1.619 4.015 37.518
O 14.555 6.554 38.415
O 5.593 10.057 40.957
O 3.318 6.429 30.806
O 1.396 0.289 31.778
O 13.325 15.127 30.344
O 2.65 12.343 34.063
O 5.484 11.801 35.425
O 7.1 0.529 36.852
O 9.847 4.203 29.982
O 8.179 4.542 34.647
O 6.158 3.718 36.023
O 13.656 8.758 31.989
O 9.542 3.804 32.582
O 6.034 3.615 33.322
O 14.115 0.896 28.957
O 11.605 5.723 28.724
O 10.683 7.978 32.707
O 11.409 5.793 31.434
O 11.823 12.018 38.226
O 12.301 12.588 35.215
O 13.261 10.127 34.33
O 15.012 10.914 32.545
O 13.911 15.688 32.827
O 8.874 14.686 32.506
O 4.152 4.552 37.533
O 0.658 2.034 39.011
O 12.196 7.909 37.565
O 11.873 4.608 38.76
O 0.585 0.33 34.31
O 3.295 14.231 39.124
O 8.397 15.868 34.808
O 8.535 6.386 32.657
O 10.296 5.713 36.745
O 12.945 5.654 36.565
O 10.605 5.665 34.038
O 8.536 8.728 31.212
O 11.118 11.337 33.325
O 10.884 9.759 38.69
O 6.785 15.002 41.889
O 7.369 13.432 34.174
O 12.956 6.593 33.443
O 11.247 3.291 36.731
O 4.753 0.9 35.733
O 14.331 8.257 41.033
O 10.133 15.545 30.445
O 7.101 13.879 39.101
O 1.114 12.32 38.667
O 10.018 13.814 34.759
O 4.959 15.924 38.028
O 2.158 0.844 36.287
O 15.668 10.602 40.975
O 13.379 10.272 39.563
O 15.575 4.127 38.406
O 6.991 8.989 38.864
O 4.869 8.114 32.192
O 5.175 9.954 37.307
O 6.008 8.489 34.497
O 7.871 6.973 35.917
O 2.724 0.405 39.145
O 10.413 1.493 38.7
O 8.448 6.1 38.472
O 4.864 12.498 37.896
O 7.282 11.539 37.959
O 8.877 3.481 38.049
O 16.341 2.295 36.423
O 12.437 14.131 39.418
O 9.472 1.465 36.262
O 8.707 15.949 39.585
O 14.416 13.751 41.076
Si 0.012 0.024 5.436
Si 2.742 2.736 5.379
Si 0.002 5.461 5.508
Si 2.73 8.188 5.515
Si 16.385 10.955 5.505
Si 2.714 13.716 5.474
Si 5.422 0.056 5.343
Si 8.136 2.751 5.402
Si 5.429 5.464 5.412
Si 8.187 8.209 5.453
Si 5.457 10.961 5.466
Si 8.145 13.745 5.387
Si 10.879 0.03 5.396
Si 13.597 2.769 5.478
Si 10.888 5.475 5.42
Si 13.638 8.193 5.519
Si 10.902 10.971 5.475
Si 13.669 13.706 5.483
Si 1.384 1.383 6.793
Si 4.084 4.09 6.789
Si 1.358 6.828 6.866
Si 4.106 9.578 6.84
Si 1.365 12.328 6.844
Si 4.101 15.095 6.787
Si 6.793 1.373 6.765
Si 9.52 4.099 6.781
Si 6.809 6.822 6.794
Si 9.55 9.571 6.827
Si 6.823 12.352 6.795
Si 9.533 15.063 6.779
Si 12.245 1.367 6.805
Si 15.011 4.092 6.836
Si 12.25 6.815 6.835
Si 15.019 9.572 6.858
Si 12.288 12.324 6.83
Si 15.044 15.072 6.826
Si 16.395 2.718 8.177
Si 2.735 0.024 8.18
Si 16.389 8.199 8.212
Si 2.73 5.441 8.19
Si 16.394 13.691 8.2
Si 2.73 10.945 8.197
Si 5.451 2.73 8.159
Si 8.165 0.017 8.146
Si 5.463 8.188 8.186
Si 8.171 5.455 8.169
Si 5.45 13.707 8.164
Si 8.178 10.956 8.168
Si 10.885 2.734 8.164
Si 13.642 0.017 8.172
Si 10.9 8.189 8.199
Si 13.638 5.453 8.192
Si 10.903 13.696 8.164
Si 13.641 10.941 8.201
Si 1.359 4.077 9.55
Si 4.101 1.376 9.551
Si 1.367 9.564 9.559
Si 4.1 6.809 9.55
Si 1.371 15.056 9.555
Si 4.1 12.323 9.543
Si 6.819 4.08 9.541
Si 9.534 1.361 9.531
Si 6.83 9.564 9.543
Si 9.543 6.801 9.554
Si 6.824 15.054 9.534
Si 9.555 12.311 9.534
Si 12.273 4.072 9.544
Si 15.021 1.36 9.548
Si 12.284 9.548 9.554
Si 15.021 6.81 9.552
Si 12.282 15.044 9.538
Si 15.025 12.305 9.552

Results
total energy: -154801.499 eV
total energy less fixed offsets of O -438.35, Si -107.03 eV per atom: 14.041 eV

Forces (eV/angstrom) on atoms 250 to 533 of the 654, counted in the order above; the others are left out for length: element, x, y, z
Si 0.065 0.038 -0.094
Si 0.056 -0.015 -0.143
Si 0.099 0.059 -0.228
Si -0.077 -0.023 -0.193
Si 0.156 -0.102 -0.162
Si -0.025 -0.061 0.211
Si 0.228 0.045 0.165
Si 0.02 -0.071 -0.023
Si -0.084 -0.004 -0.266
Si 0.03 0.009 0.046
Si 0.077 0.047 -0.148
Si -0.088 0.028 -0.186
Si -0.216 0.087 0.029
Si -0.059 -0.055 -0.303
Si -0.131 0.021 -0.322
Si 0.107 0.1 0.101
Si -0.083 0.019 -0.09
Si 0.035 -0.082 0.15
Si -0.012 -0.012 0.136
Si -0.089 -0.019 0.147
Si 0.102 0.016 -0.174
Si -0.098 0.14 0.032
Si -0.039 0.158 -0.236
Si 0.038 -0.004 -0.006
Si 0.09 -0.046 0.201
Si 0.039 -0.052 0.301
Si -0.005 -0.162 0.103
Si -0.103 0.075 0.227
Si 0.082 0.019 -0.201
Si -0.054 0.061 0.253
Si 0.063 0.014 -0.174
Si 0.044 -0.116 -0.073
Si 0.022 0.068 -0.053
Si -0.23 -0.053 0.104
Si 0.01 0.111 -0.149
Si -0.061 -0.031 0.075
Si -0.04 -0.05 0.133
Si -0.012 0.111 0.198
Si 0.127 0.038 0.055
Si 0.098 -0.074 0.229
Si -0.173 0.029 -0.018
Si -0.051 -0.044 0.29
Si 0.007 0.023 0.258
Si -0.058 0.039 0.123
Si 0.025 0.101 0.264
Si -0.188 -0.065 -0.027
Si 0.054 0.008 -0.001
Si 0.059 0.094 0.127
Si 0.156 -0.006 -0.193
Si -0.135 -0.015 -0.13
Si -0.005 0.002 -0.113
Si -0.055 -0.054 0.306
Si 0.071 -0.16 -0.03
Si 0.039 -0.067 0.225
Si -0.006 -0.048 -0.113
Si 0.07 0.075 0.375
Si -0.181 -0.078 -0.526
Si 0.074 -0.173 -0.209
Si 0.063 0.038 0.152
Si 0.096 -0.221 0.097
Si 0.18 0.019 0.096
Si 0.072 0.044 0.28
Si 0.059 -0.03 0.304
Si 0.022 0.008 0.072
Si 0.1 -0.056 -0.226
Si -0.182 0.04 0.148
Si -0.104 0.305 -0.029
Si 0.019 0.321 -0.056
Si 0.036 -0.025 0.25
Si 0.287 -0.111 -0.331
Si 0.151 -0.211 -0.072
Si -0.032 0.052 -0.159
Si 0.127 0.081 -0.056
Si -0.069 -0.125 -0.085
Si -0.032 0.027 0.092
Si -0.025 0.065 0.363
Si 0.019 0.001 -0.31
O 0.092 -0.24 -0.205
O 0.126 0.067 0.058
O 0.033 -0.046 -0.002
O 0.312 0.024 0.013
O -0.018 0.126 0.351
O 0.311 -0.064 -0.027
O 0.348 -0.504 -0.169
O 0.175 -0.164 0.091
O 0.063 0.094 0.185
O 0.034 0.194 0.571
O -0.002 -0.164 0.234
O 0.058 -0.023 -0.104
O 0.021 0.188 0.016
O -0.164 -0.155 -0.112
O -0.257 -0.007 0.049
O -0.208 -0.133 0.371
O -0.339 -0.011 -0.209
O -0.374 -0.201 0.069
O 0.158 -0.012 -0.178
O 0.142 0.024 0.069
O 0.289 -0.061 -0.186
O -0.109 0.319 0.195
O 0.047 -0.019 -0.08
O -0.063 -0.291 0.172
O 0.244 0.15 -0.161
O 0.047 -0.082 0.217
O 0.051 0.303 0.396
O 0.153 0.256 0.065
O -0.074 0.077 0.148
O -0.073 -0.049 0.403
O 0.039 0.015 -0.063
O 0.17 -0.041 0.388
O -0.076 0.298 0.382
O -0.203 0.017 -0.269
O -0.171 -0.058 0.008
O -0.134 -0.12 0.134
O -0.089 0.046 -0.539
O -0.01 0.139 -0.167
O 0.096 0.046 -0.312
O 0.182 0.001 0.071
O -0.183 -0.104 -0.535
O 0.411 -0.001 -0.156
O -0.073 -0.234 -0.077
O 0.105 0.248 -0.117
O -0.154 0.256 0.283
O -0.036 0.221 -0.362
O -0.046 -0.349 0.329
O -0.262 0.089 0.033
O 0.246 0.124 0.239
O 0.043 0.187 -0.129
O 0.14 -0.129 0.207
O 0.072 0.098 0.108
O -0.078 0.09 0.222
O -0.205 -0.083 0.303
O 0.085 0.197 -0.029
O -0.038 0.081 0.023
O 0.395 0.32 0.142
O 0.205 -0.332 -0.337
O -0.266 0.137 0.059
O -0.108 -0.124 -0.224
O 0.127 -0.014 -0.367
O 0.066 0.001 0.011
O -0.266 0.013 0.133
O -0.095 -0.234 -0.243
O 0.079 -0.161 0.233
O -0.007 0.015 0.241
O -0.371 0.14 -0.053
O -0.112 0.095 -0.101
O 0.125 -0.169 0.115
O -0.06 0.289 0.044
O -0.228 0.204 -0.567
O -0.098 0.035 -0.135
O 0.21 0.067 -0.08
O -0.002 -0.043 -0.237
O 0.143 -0.132 -0.489
O -0.198 0.213 0.016
O -0.081 0.024 0.069
O 0.089 0.116 -0.263
O 0.249 -0.095 -0.013
O 0.077 -0.095 0.007
O -0.131 -0.175 -0.286
O -0.287 0.158 0.339
O -0.052 -0.048 -0.248
O 0.008 -0.231 0.06
O 0.232 0.242 0.013
O -0.138 -0.003 0.062
O 0.053 -0.013 -0.265
O 0.107 -0.117 -0.093
O 0.268 -0.191 -0.067
O 0.225 -0.113 0.112
O 0.222 -0.067 0.338
O 0.015 -0.098 0.007
O 0.222 -0.111 -0.035
O 0.235 0.037 -0.092
O 0.221 -0.395 -0.067
O 0.12 -0.168 0.011
O -0.135 0.109 -0.035
O 0.094 -0.042 0.171
O 0.023 0.042 -0.069
O -0.25 0.079 -0.26
O 0.093 0.049 -0.108
O -0.019 -0.043 0.049
O 0.04 -0.075 -0.018
O 0.083 0.118 0.091
O -0.388 0.036 -0.222
O -0.147 0.085 0.059
O 0.016 0.258 0.12
O -0.049 -0.084 0.11
O 0.313 -0.136 0.216
O -0.083 0.103 0.189
O -0.225 -0.035 -0.029
O -0.375 0.113 -0.102
O 0.24 -0.115 0.284
O -0.175 -0.19 -0.165
O 0.089 -0.001 0.145
O -0.054 -0.2 0.125
O 0.189 -0.053 0.034
O -0.096 0.052 -0.086
O 0.106 -0.018 -0.02
O 0.04 0.072 0.059
O -0.231 -0.274 0.192
O 0.083 -0.038 -0.255
O -0.096 0.078 -0.205
O -0.066 -0.15 -0.229
O -0.109 -0.203 -0.013
O -0.086 0.147 0.163
O 0.116 -0.015 -0.003
O 0.207 0.145 -0.212
O 0.021 0.083 -0.049
O 0.045 -0.136 0.18
O 0.052 -0.204 -0.124
O 0.03 -0.103 -0.173
O -0.16 0.049 -0.024
O 0.097 -0.073 -0.228
O -0.069 0.114 0.205
O 0.06 0.055 0.341
O -0.04 0.149 -0.059
O -0.092 -0.196 -0.029
O 0.046 0.066 0.288
O 0.118 0.153 -0.038
O -0.041 0.103 0.213
O -0.081 0.162 0.136
O 0.027 -0.132 0.136
O 0.267 0.079 -0.105
O 0.133 0.24 0.051
O -0.144 -0.069 0.36
O 0.081 -0.122 0.242
O -0.088 -0.067 -0.123
O 0.086 -0.305 -0.325
O -0.158 -0.098 -0.279
O 0.127 -0.096 0.27
O -0.173 -0.104 0.119
O -0.063 -0.033 0.214
O 0.198 0.044 -0.005
O 0.119 -0.354 0.109
O -0.085 -0.061 -0.354
O -0.107 -0.172 0.087
O 0.023 0.004 -0.187
O -0.109 0.024 -0.19
O -0.063 -0.043 0.217
O -0.282 0.013 0.096
O -0.09 0.11 -0.038
O -0.181 0.138 -0.225
O -0.122 -0.175 0.327
O -0.063 0.039 0.169
O -0.126 0.28 -0.087
O -0.195 -0.005 0.211
O -0.198 0.228 -0.218
O 0.061 0.202 -0.054
O -0.011 -0.073 -0.083
O 0.155 0.097 0.31
O -0.101 -0.063 -0.011
O -0.108 -0.056 0.216
O 0.202 0.25 0.207
O -0.092 0.263 -0.007
O -0.045 -0.041 -0.02
O -0.018 0.021 0.043
O 0.263 -0.134 0.088
O 0.152 -0.19 0.037
O 0.084 -0.029 0.099
O -0.027 0.277 0.049
O 0.263 0.211 0.204
O -0.2 -0.075 -0.112
O -0.021 -0.028 -0.176
O -0.25 -0.1 -0.26
O -0.004 0.041 -0.347
O 0.137 0.114 0.306
O -0.052 0.143 0.234
O -0.02 -0.033 -0.019
O 0.074 -0.311 0.136
O -0.181 0.037 -0.086
O -0.063 -0.096 -0.161
O -0.124 0.024 -0.086
O -0.207 -0.215 -0.23
O -0.116 -0.27 -0.118
O -0.216 -0.221 -0.259
O 0.285 -0.072 -0.199
O -0.035 0.124 -0.022
O -0.019 -0.015 -0.055
O 0.2 -0.111 0.117
O -0.054 -0.18 -0.165
O -0.018 0.011 0.062
O 0.159 -0.174 0.194
O 0.016 -0.069 -0.195
O 0.193 0.041 0.117
O -0.007 -0.013 0.048
O 0.055 -0.116 0.034
